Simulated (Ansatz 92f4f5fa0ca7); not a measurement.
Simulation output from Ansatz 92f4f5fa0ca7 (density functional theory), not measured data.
Periodic cell of 256 atoms, Si144O112, from a study of silicon, its oxide and their interface. The atomic structure is a simulated model.
This geometry differs little from another in the collection (a relaxation step or a small displacement).

Settings: functional r2SCAN; potential files Ansatz PAW; basis plane waves; wave-function cutoff 800 eV; density cutoff ratio 5; exchange-correlation grid ratio 1; k mesh 1 x 1 x 1, shifted by 0.5 0.5 0 of a step; self-consistency stop 1e-10 eV per atom in the density residual; occupations fixed; spin none; net charge 0.

Cell vectors (angstrom)
a 10.88 0 0
b 0 10.88 0
c -2.624 -4.872 36.0009

Atoms and the computed forces on them: element, x, y, z (angstrom), force x, y, z (eV/angstrom)
Si 1.084 -1.0712 -0.13 -0.0091 0.009 0.0878
Si 4.0599 1.4703 -0.0769 -0.0058 -0.0015 0.0793
Si 0.8471 4.6694 0.0162 -0.0101 0.0053 0.0635
Si 4.5285 -4.4107 0.1524 -0.0035 -0.0041 0.0695
Si -3.5354 -1.8711 0.0406 0.0092 -0.01 0.0664
Si -1.1621 1.1626 0.0093 0.0085 -0.0037 0.0665
Si 6.585 4.0689 0.3993 0.0005 0.0138 0.0597
Si -1.3824 -4.0754 0.4209 0.0025 -0.0012 0.0282
Si 2.676 0.0644 1.2161 0.0005 0.0019 -0.004
Si 5.3345 2.5845 1.5801 0.0029 -0.0005 -0.0007
Si 2.6665 -5.3518 1.3074 -0.0022 0.0009 -0.0041
Si 5.5946 -2.7599 1.3871 -0.0001 0.0014 -0.0048
Si -2.6546 -0.0797 1.343 -0.0011 0 -0.0034
Si -0.0523 2.8311 1.2706 0 0 -0.0057
Si 8.1279 5.3648 1.5982 0.0029 -0.0007 -0.0017
Si 0.0812 -2.6118 1.4349 -0.0005 -0.0024 -0.0014
Si 1.3415 1.4313 2.6401 -0.0014 0.0004 0.002
Si 3.9521 4.0813 2.7507 0.0005 0.0006 0.0016
Si 1.4323 -3.996 2.7573 0.0001 0.001 0.0005
Si 4.1091 -1.3252 2.5873 0.0019 -0.0007 0.0002
Si 6.8288 1.2428 2.7498 -0.002 -0.0012 0.0025
Si 9.5358 4.0192 2.8311 -0.0002 0.001 0.0028
Si 6.7935 6.7818 2.8874 0.0007 -0.0014 0.0003
Si -1.3142 -1.3213 2.8083 0.0022 0.0007 0.0013
Si 0.0257 0.0783 4.0882 -0.0012 0.0002 -0.0002
Si 2.6597 2.7193 4.1118 -0.0009 0.0004 0.0004
Si 0.0452 -5.4188 4.0803 0.0001 -0.001 -0.0015
Si 2.7942 -2.6549 4.0684 -0.0001 -0.0013 0.0002
Si 5.4387 -0.0577 4.0777 0.0009 -0.0002 -0.0004
Si 8.1519 2.6515 4.1198 0.0016 -0.0005 0.0011
Si 5.3668 5.4146 4.123 -0.0013 0.0009 0.0017
Si 8.197 -2.7117 4.1517 -0.0004 0.0001 0.0011
Si 1.3408 -1.3489 10.8871 -0.0002 0.0002 -0.0002
Si 4.074 1.3754 10.87 0.0001 -0.0007 -0.0009
Si 1.3371 4.083 10.8199 -0.0005 0 0.0007
Si 4.1276 -4.0871 10.8348 -0.0001 0.0006 0.0004
Si 6.7961 -1.3914 10.8125 -0.0012 0.0001 0.0006
Si -1.3278 1.3633 10.8391 -0.0006 0.0004 0.0002
Si 6.8146 4.1152 10.9246 0.0001 0.0005 0.0002
Si -1.3852 -4.094 10.9187 -0.0001 -0.0005 0.0004
Si 2.7036 0.0249 12.2221 -0.0002 0.0005 0.0025
Si 5.4336 2.7423 12.2247 -0.0009 0.0011 0.0021
Si 2.7499 5.4099 12.1209 -0.0005 -0.0006 0.0014
Si 5.4763 -2.7389 12.2162 0.0005 -0.0012 0.0021
Si -2.6988 -0.0419 12.1123 0.0001 -0.0003 0.0008
Si -0.0113 2.755 12.2155 -0.0005 0.0009 0.0011
Si 8.1585 5.4561 12.3535 -0.0015 0.0002 0.0006
Si -0.0242 -2.7228 12.2436 -0.0001 0.0003 0.0014
Si 1.388 1.4255 13.5741 -0.0007 0.0016 -0.0049
Si 4.066 4.0939 13.5763 -0.0016 -0.0005 -0.0046
Si 1.399 -4.1228 13.4664 0 -0.0002 -0.0028
Si 4.0577 -1.3746 13.516 0.0011 -0.0015 -0.0036
Si -4.05 1.3243 13.4371 0.0006 0.0008 -0.0009
Si -1.3707 4.0509 13.6901 0.001 -0.0027 -0.0033
Si 6.8127 -4.0295 13.7245 -0.0016 0.0027 -0.0035
Si -1.4045 -1.3614 13.5803 -0.0022 0 -0.0039
Si -0.2413 0.2662 14.7582 0.0082 -0.0101 0.0631
Si 2.5447 2.9613 14.9689 0.0076 -0.0062 0.0663
Si 0.3478 -5.6861 14.8314 -0.0092 0.0154 0.0723
Si 2.9016 -2.953 14.807 -0.0108 0.0071 0.0613
Si 5.6372 -0.1785 14.7312 -0.0092 0.0119 0.0617
Si -2.548 2.3598 14.8864 -0.0159 0.0053 0.0728
Si 5.1125 5.7215 14.8888 0.0101 -0.0138 0.0749
Si -2.9975 -2.345 15.0408 0.0107 -0.0056 0.0875
Si 2.2447 5.1543 -8.0307 0.002 -0.0151 0.1331
Si 3.8868 1.0887 17.025 0.0127 -0.0123 0.1594
Si 1.668 4.0395 24.7615 -0.0152 -0.0107 0.1759
Si 5.4788 2.0827 -5.2085 -0.0005 0.0183 0.1573
Si 7.0376 0.9915 24.7646 -0.0083 0.0151 0.1868
Si 3.0924 2.9801 -9.5617 -0.0171 0.0099 0.1862
Si 5.8561 -0.2271 -2.0935 0.0216 -0.0006 0.146
Si 4.7779 -2.159 21.0046 -0.0101 0.0083 0.1509
Si 0.8784 4.8685 20.0359 0.0097 -0.0161 0.1655
Si 5.4432 0.5834 19.6398 0.0102 -0.0215 0.1764
Si 1.5514 -1.1902 -3.2214 0.0256 -0.0114 0.1646
Si -2.3796 0.937 19.5581 0.0018 -0.0312 0.1519
Si 0.7508 -0.1522 22.1622 0.0129 -0.0119 0.1535
Si 1.5927 -1.0823 16.9115 -0.0083 0.0007 0.1569
Si 7.6708 0.1701 -6.3204 -0.0246 -0.0193 0.1677
Si -0.8273 -1.6227 -5.1901 0.0095 0.0065 0.1664
Si 4.3108 -2.2052 -4.1467 -0.0046 -0.0025 0.1598
Si 5.8725 5.3704 17.8385 -0.0233 0.0237 0.1597
Si -0.6378 -4.5626 -8.2314 -0.0181 0.02 0.1783
Si 1.2132 -2.6994 23.6331 0.0082 -0.0083 0.1899
Si 5.2906 4.8466 22.589 0.0311 0.009 0.1691
Si 7.3012 4.041 24.3646 0.0347 0.0093 0.1537
Si 3.0627 2.5036 -6.8829 0.018 -0.0438 0.1903
Si -2.2293 0.0844 22.3038 0.0046 0.0103 0.1749
Si 8.1528 -3.3176 18.0082 -0.0109 0.0087 0.1722
Si 1.5154 -1.0589 -10.3896 -0.0138 0.0032 0.1482
Si 5.9875 -2.3908 -6.6974 -0.0101 0.02 0.1752
Si -0.6696 -5.3993 17.5807 0.0126 -0.012 0.1599
Si -0.8011 0.2957 -9.7576 0.0029 0.0158 0.143
Si 7.6709 -2.4918 20.8663 -0.0103 0.0072 0.1569
Si 4.7042 -4.0228 -8.9773 0.0078 0.0185 0.1711
Si 4.2477 2.0814 21.9694 -0.0246 0.01 0.1486
Si -0.6079 -3.6218 21.3113 0.028 0.002 0.1656
Si 3.5874 -4.5506 24.6887 0.0032 0.0112 0.1667
Si -2.5219 -4.2361 -5.8051 -0.0262 -0.0136 0.159
Si 3.8819 -4.8716 20.1035 -0.0026 0.006 0.1707
Si 0.086 -1.0437 19.5534 -0.0118 0.012 0.1836
Si 7.73 2.2767 -2.0207 0.0148 -0.0085 0.1414
Si 4.4691 -0.4352 23.6214 0.0021 0.0033 0.1869
Si 7.7906 1.8389 -9.0087 0.0207 -0.0098 0.1752
Si 2.7151 1.5698 -4.1877 -0.006 0.0117 0.1677
Si 1.4943 2.7494 21.9219 0.017 0.0085 0.1588
Si 4.7943 -4.8416 -2.6962 -0.0307 0 0.1417
Si 0.1558 -1.6555 -7.9446 -0.0112 -0.0163 0.1735
Si 7.9661 3.3245 17.6876 0.015 -0.0061 0.1515
Si 7.1033 4.4405 -3.9419 -0.0059 -0.0187 0.1578
Si 5.9938 4.1245 -9.5814 -0.0157 0.0058 0.1573
Si 2.7477 3.6565 -2.1235 -0.0146 0.0112 0.1493
Si 1.395 -1.3156 5.4095 0 -0.0004 -0.0009
Si 4.0867 1.3535 5.4091 0.0003 0.0003 -0.0002
Si 1.3461 -6.785 5.4823 -0.0002 -0.0002 -0.0003
Si 4.0705 -4.057 5.4727 -0.0003 -0.0001 0.0001
Si 6.7946 -1.3755 5.4805 -0.0003 -0.0001 -0.0003
Si 9.5251 1.3558 5.4948 -0.0005 -0.0001 -0.0005
Si 6.7766 4.0479 5.4296 0.0003 0.0007 0.0009
Si 9.5609 6.7933 5.4595 0 0.0002 0.0016
Si 2.7393 0.0111 6.7862 -0.0003 -0.0001 -0.0003
Si 5.4325 2.7029 6.798 0.0003 0.0008 -0.0002
Si 2.713 -5.4211 6.8284 0.0004 0.0004 -0.0005
Si 5.4456 -2.7314 6.8345 -0.0002 0.0001 0.0001
Si 8.1548 -0.0053 6.833 0 0.0003 -0.0004
Si -0.016 2.7402 6.8341 0.0001 -0.0001 0
Si 8.1637 5.419 6.7664 0 0.0004 0.0011
Si 0.0377 -2.696 6.7818 0.0001 0.0003 -0.0006
Si 1.374 1.3599 8.1348 0 0.0004 -0.0001
Si 4.0884 4.0785 8.1543 -0.0002 0 0
Si 1.3572 -4.0535 8.1774 -0.0002 0.0002 0
Si 4.074 -1.35 8.1611 0 -0.0001 -0.0005
Si 6.7973 1.3723 8.178 0.0001 0.0001 0.0001
Si -1.3823 4.093 8.1732 -0.0006 0.0001 0.0005
Si 6.8233 -4.1077 8.1362 -0.0002 -0.0001 0.0005
Si 9.5322 -1.3764 8.1546 -0.0002 -0.0003 -0.0001
Si 0.0171 0.0004 9.4876 0.0001 0.0001 -0.0004
Si 2.7136 2.7177 9.4963 0.0001 -0.0003 -0.0003
Si -0.0279 -5.4121 9.5144 -0.0007 -0.0002 0.0005
Si 2.7266 -2.7048 9.5372 -0.0001 0.0005 -0.0009
Si 5.43 0.0061 9.5135 -0.0005 0.0005 -0.0001
Si 8.1527 2.7404 9.5449 -0.0001 0.0013 -0.0004
Si 5.4762 5.426 9.4991 0.0004 0 0.0004
Si 8.1733 -2.7573 9.4986 -0.0005 -0.0007 -0.0001
O 5.5611 5.0318 16.2947 -0.0192 0.0036 -0.1154
O -2.211 -3.5713 21.5399 -0.0091 0.011 -0.0575
O 4.9412 5.2859 21.0922 -0.0308 0.0268 -0.1157
O 0.0536 -1.4044 -3.8317 -0.0525 -0.0075 -0.0963
O -0.0272 0.0825 -0.4423 0.0053 -0.0022 -0.0318
O 0.4187 -0.3891 16.0801 -0.0278 0.0235 -0.0796
O 4.65 2.2889 -6.5857 -0.0337 0.0158 -0.0914
O 3.7166 -3.2837 20.4913 -0.0056 -0.0185 -0.0536
O -0.3403 -5.1147 -0.3589 0.0056 -0.0058 -0.0264
O -2.6262 0.6548 23.7544 0.0368 -0.0276 -0.1132
O 3.8432 0.9002 22.9889 -0.001 0.0329 -0.0755
O 5.4991 5.1749 -0.0897 -0.0072 0.0028 -0.0441
O 3.4393 2.6315 -1.056 -0.0198 0.032 -0.0731
O 1.4168 4.0735 15.387 0.0036 -0.0049 -0.0359
O -1.3604 1.318 15.3224 0.0027 -0.0006 -0.036
O 5.3838 1.5541 20.9512 0.0273 -0.0321 -0.1031
O 6.0567 3.5475 -4.8089 -0.0224 -0.0305 -0.0657
O -2.2226 2.2985 18.7214 -0.0135 0.0517 -0.0825
O 6.2618 5.3589 -2.8869 0.031 -0.017 -0.0679
O 2.0213 0.3457 -3.4173 0.0091 0.0195 -0.0582
O 6.6874 2.5633 24.6002 -0.0056 0.0017 -0.0559
O 2.1465 4.2938 -9.4109 0.0053 -0.0176 -0.0752
O 0.3211 -1.7016 -6.3449 0.0192 -0.0029 -0.1244
O 5.571 -1.0827 -10.8376 0.0043 0.0082 -0.0579
O 2.9748 2.384 -11.0193 0.0224 -0.0231 -0.1385
O 6.999 0.3972 19.238 0.0021 0.005 -0.0544
O 5.8767 -0.019 24.2964 -0.0249 -0.0139 -0.0764
O -0.2878 -2.3939 20.3333 0.0034 0.0322 -0.0822
O 2.1865 -2.3644 16.1485 0.0225 -0.0287 -0.076
O 2.2594 1.6763 -5.7393 0.0052 0.0263 -0.1163
O 2.6617 4.0915 -6.855 -0.012 0.0371 -0.0795
O 5.0237 0.5897 16.0157 0.0266 -0.0219 -0.0815
O 6.7066 -1.2529 15.3316 -0.0041 0.0023 -0.0359
O 4.0155 -4.025 15.3363 -0.0043 0.0048 -0.036
O -0.9234 -5.2756 -9.6578 -0.0195 -0.0157 -0.1398
O -0.7719 -0.5668 22.4893 -0.0078 0.0058 -0.0594
O 1.4308 4.2743 -1.4391 0.0315 -0.0159 -0.0729
O -1.6113 1.6907 -9.7067 0.0106 -0.0038 -0.0569
O 8.0705 5.4067 -4.797 0.0325 0.0539 -0.0864
O 3.188 2.4078 16.3841 -0.024 0.0273 -0.0739
O -0.1846 -5.0372 20.7253 0.0099 -0.0233 -0.0681
O 6.7745 1.0368 -9.9765 -0.0372 -0.0323 -0.1074
O 0.9227 1.3909 22.587 -0.0034 -0.0083 -0.0534
O 4.642 -3.7711 -3.8884 0.0015 0.0336 -0.0681
O 4.7154 -4.9007 23.591 0.0264 -0.0271 -0.0936
O 2.2227 2.8931 -3.4267 0.0021 -0.0408 -0.0899
O 3.3991 -4.6093 -8.2136 0.0172 0.01 -0.0559
O 0.5215 4.8439 18.4641 -0.036 0.0122 -0.109
O 0.2209 -3.5004 22.6758 -0.0459 -0.0144 -0.1103
O 1.6212 -1.2682 22.9554 -0.013 0.0365 -0.0726
O -1.7836 1.6712 -1.414 -0.0307 0.0171 -0.0718
O 1.6608 3.7632 23.1741 -0.0042 -0.0338 -0.133
O 5.3261 -2.843 -8.0827 -0.0336 -0.0409 -0.1138
O 0.7147 0.376 -10.3662 0.0114 -0.0045 -0.0546
O -2.4557 -2.6484 16.5614 -0.0047 0.0217 -0.1204
O 4.4612 -3.8957 -1.3997 0.0093 -0.0081 -0.096
O -1.5683 -0.8844 -10.5771 -0.0108 -0.0405 -0.0855
O 7.0422 3.1515 -0.8542 0.0155 -0.0277 -0.08
O 4.8167 -0.8795 20.0004 0.0051 0.0354 -0.0725
O 3.0201 -1.0199 -10.8939 0.0299 -0.0061 -0.0579
O 4.5511 -1.6058 22.5146 0.0096 -0.038 -0.1142
O -0.6703 -2.9571 -8.4324 0.0037 -0.0065 -0.0649
O -1.7602 -4.868 -7.0973 0.0496 -0.0071 -0.1092
O 7.9528 1.2047 -7.5297 0.0068 0.0443 -0.1302
O 0.9234 -1.5409 18.2919 0.0399 -0.0017 -0.1179
O 7.9607 -2.3186 19.2719 0.0108 -0.0219 -0.1197
O 4.8037 0.3473 -1.0023 0.0287 -0.0243 -0.0736
O 2.5134 -3.5834 23.9672 -0.022 0.0159 -0.0656
O -0.6737 -0.2979 -8.2477 -0.0049 0.0252 -0.0899
O 6.818 -4.2085 17.9155 0.0008 -0.0075 -0.0555
O 6.8449 -1.2963 -1.3898 -0.0259 0.0259 -0.0792
O 2.6973 1.9442 -8.3622 -0.0005 0.01 -0.1126
O 4.5065 -5.165 18.6374 0.0468 -0.0175 -0.106
O -1.905 -0.4107 -5.4921 -0.0159 0.0127 -0.0617
O 2.4086 5.3592 20.2351 -0.0045 0.0025 -0.0523
O 2.8989 2.4458 21.1765 -0.0002 -0.0018 -0.0569
O 4.6152 3.3929 -9.2055 0.0193 0.0064 -0.0619
O 2.7681 -0.0418 17.2242 -0.003 0.0006 -0.0541
O 6.7024 4.0763 18.3898 0.0081 -0.002 -0.0517
O 0.6224 3.4315 20.751 -0.0159 0.0348 -0.0827
O -0.1196 -4.8617 16.1664 0.0212 -0.0035 -0.1048
O -1.4131 -4.1961 18.3544 -0.0011 -0.0104 -0.0597
O 5.086 -1.0981 -3.2216 -0.0284 -0.0332 -0.0854
O 7.7145 -1.097 21.7044 -0.0086 -0.0307 -0.0682
O 6.9183 -1.1043 -6.9565 0.0059 0.0015 -0.0556
O 6.1689 3.9419 -11.1664 0.026 0.0069 -0.1245
O 6.6657 0.9882 -5.3309 0.0333 -0.0253 -0.0748
O -1.6172 -3.05 -5.1314 -0.0058 -0.0112 -0.0561
O 7.2523 3.3702 -8.8644 -0.013 0.0116 -0.0617
O 3.7403 4.8154 -2.6317 0.0165 0.008 -0.0536
O 1.507 -1.6191 -8.8456 0.023 0.0154 -0.0972
O 4.355 1.546 -4.1326 0.0275 0.0079 -0.072
O 4.2841 -3.3553 -10.3967 -0.009 0.0441 -0.1063
O 2.7026 -2.0604 -3.962 0.0087 -0.0054 -0.0515
O 1.5404 -1.5744 -1.6263 0.0105 0.0005 -0.1284
O 8.0396 3.3373 -3.1951 -0.0099 0.0391 -0.0847
O 4.8116 -1.964 -5.6626 0.0453 -0.0071 -0.1144
O 4.65 3.3777 22.8323 -0.0094 -0.019 -0.0593
O 5.8308 -5.191 -9.1754 0.0127 -0.0273 -0.0577
O 4.5977 1.3083 18.4655 -0.0432 0.0169 -0.1184
O 7.5178 2.6536 16.2836 0.0046 -0.0198 -0.1043
O 1.0407 -0.2047 20.5685 -0.012 -0.0164 -0.1079
O -1.7769 4.3699 17.2498 -0.0044 -0.0059 -0.0562
O 6.91 -3.6056 -6.1557 -0.0093 0.0108 -0.0573
O -1.9726 3.9859 24.6112 -0.0181 -0.0161 -0.0662
O -2.2308 1.2397 21.1602 -0.0074 0.0153 -0.1082
O 6.7645 1.0632 -2.5255 -0.0049 0.0031 -0.0592
O 6.872 4.6136 22.9044 -0.0339 0.0135 -0.0876
O 6.1589 -2.9983 21.015 0.0142 -0.0021 -0.0494
O 0.8237 -5.0367 -7.7008 -0.0043 0.0007 -0.0514
O -2.4305 -3.0435 -0.3656 -0.0068 0.0056 -0.0285
O -1.2069 -0.1279 19.1686 -0.0005 -0.0002 -0.0583

Results
free energy: -155991.465 eV
free energy less fixed offsets of O -570.45, Si -639.56 eV per atom: -4.425 eV

The program warned: the cutoff lies below the one the program advises for these potential files; the forces do not sum to zero within the program's tolerance; empty levels may hold ghost states of the PAW files; the exchange-correlation potential is rough where the density is thin.
